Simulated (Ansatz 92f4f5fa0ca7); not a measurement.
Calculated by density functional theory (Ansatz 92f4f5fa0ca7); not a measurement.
Periodic cell of 224 atoms, Si132O90As1H1, from a study of silicon, its oxide and their interface. The atomic structure is a simulated model.
Doubt: the cutoff is far below the 930 eV that the study's wrapper takes by default for these files, so forces and energies are approximate.
This geometry differs little from another in the collection (a relaxation step or a small displacement).

Settings
functional: PBE
potential files: Ansatz PAW
basis: plane waves
wave-function cutoff: 580 eV
density cutoff ratio: 5
exchange-correlation grid ratio: 1
k mesh: 1 x 1 x 1, Gamma-centred
self-consistency stop: 5e-08 eV per atom in the density residual
occupations: fixed
spin: none
net charge: 0

Cell vectors (angstrom)
a  10.938  0  0
b  0  10.938  0
c  0  0  33.2981

Atoms and the computed forces on them: element, x, y, z (angstrom), force x, y, z (eV/angstrom)
Si  0.4383  -0.3419  25.9591  0.003  -0.0023  -0.0006
Si  5.3322  0.3136  25.7653  -0.0013  -0.0002  0.0034
Si  2.9501  2.4073  25.7627  0.0007  -0.0024  0.0005
Si  7.9462  3.0337  26.0383  -0.0001  -0.0009  0.0038
Si  -0.2778  5.6231  25.7424  0.0015  -0.0004  0.002
Si  5.8453  5.3293  25.8432  0.0012  -0.0014  -0.0026
Si  2.609  8.3212  25.7089  0.0009  -0.0011  0.0036
Si  8.5708  8.0099  25.7765  0.0001  -0.001  -0.0041
Si  1.5056  1.2948  27.2467  0.002  -0.0023  0.0027
Si  6.7894  1.4088  27.2477  -0.0012  0.0013  0.0006
Si  4.1128  4.1215  26.9957  -0.0006  -0.0006  0.0019
Si  9.5924  4.1483  27.2422  -0.001  -0.0005  0.0009
Si  1.379  6.7833  27.0394  -0.0008  0.0018  0.0002
Si  6.973  6.8764  27.1666  0.0005  -0.0002  0.0029
Si  4.1887  9.5441  27.0188  -0.002  0.0012  0.0017
Si  9.6763  9.5289  27.1832  0  -0.0009  0.0027
Si  2.8436  -0.0916  28.5448  -0.0001  -0.0001  -0.002
Si  8.2261  -0.0179  28.4964  -0.0011  0.0011  0.0004
Si  0.042  2.699  28.5099  -0.0007  0.0012  0
Si  5.407  2.7869  28.5308  0.0008  -0.0016  0.0003
Si  2.7457  5.4433  28.4444  -0.0005  0.0009  -0.0005
Si  8.2281  5.485  28.5855  -0.0001  0.0001  -0.0004
Si  0.0568  8.1367  28.5261  0.0019  -0.0001  0
Si  5.506  8.1977  28.4725  -0.0009  0.0014  -0.0009
Si  4.1018  1.3673  29.8799  0.0896  -0.0173  0.2927
Si  9.5708  1.3673  29.8799  0.0461  -0.0668  -0.1082
Si  1.3673  4.1018  29.8799  0.1784  -0.0117  -0.1921
Si  6.8362  4.1018  29.8799  -0.2027  0.0819  0.197
Si  4.1018  6.8362  29.8799  0.0123  -0.0525  -0.4899
Si  9.5708  6.8362  29.8799  0.3116  0.0932  0.5334
Si  1.3673  9.5708  29.8799  0.2502  -0.3087  0.0903
Si  6.8362  9.5708  29.8799  0.0602  -0.0121  -0.1318
Si  0  0  31.2471  0.0008  0.0243  -0.0372
Si  5.469  0  31.2471  0.0677  0.1762  -0.003
Si  2.7345  2.7345  31.2471  -0.0524  -0.0791  -0.0094
Si  8.2035  2.7345  31.2471  -0.0529  0.0106  -0.026
Si  0  5.469  31.2471  -0.0674  0.0838  0.0042
Si  5.469  5.469  31.2471  0.0648  -0.0198  0.0012
Si  2.7345  8.2035  31.2471  -0.0905  0.0647  0.0167
Si  8.2035  8.2035  31.2471  0.0702  0.0324  -0.009
Si  1.3673  1.3673  32.6144  -0.0064  0.0326  -0.0026
Si  6.8362  1.3673  32.6144  0.029  -0.0842  -0.0071
Si  4.1018  4.1018  32.6144  0.0019  0.0022  -0.0191
Si  9.5708  4.1018  32.6144  0.0624  -0.0215  -0.0341
Si  1.3673  6.8362  32.6144  0.0573  -0.0789  -0.0142
Si  6.8362  6.8362  32.6144  -0.0209  0.0204  -0.0075
Si  4.1018  9.5708  32.6144  0.0392  -0.0526  -0.0377
Si  9.5708  9.5708  32.6144  -0.0321  -0.0142  -0.0126
Si  2.7345  0  0.6835  -0.0137  0.0024  0.0064
Si  8.2035  0  0.6835  0.0122  0.0723  0.0487
Si  0  2.7345  0.6835  -0.0934  0.0201  0.0112
Si  5.469  2.7345  0.6835  0.0194  0.009  0.0135
Si  2.7345  5.469  0.6835  -0.0315  0.0235  0.0394
Si  8.2035  5.469  0.6835  0.0015  -0.0174  0.0077
Si  0  8.2035  0.6835  -0.0004  -0.0001  0.0092
Si  5.469  8.2035  0.6835  -0.0286  0.0774  0.0045
Si  4.1018  1.3673  2.0507  -0.0197  -0.026  0.0373
Si  9.5708  1.3673  2.0507  0.0884  -0.0145  -0.0144
Si  1.3673  4.1018  2.0507  -0.0457  -0.116  -0.0165
Si  6.8362  4.1018  2.0507  0.0081  0.013  0.0366
Si  4.1018  6.8362  2.0507  0.0841  -0.0242  -0.0167
Si  9.5708  6.8362  2.0507  -0.0215  0.0092  0.0288
Si  1.3673  9.5708  2.0507  -0.0016  0.0256  0.0376
Si  6.8362  9.5708  2.0507  -0.0635  -0.1606  -0.0268
Si  0  0  3.418  0.0667  0.3478  -0.3522
Si  5.469  0  3.418  -0.2209  -0.1675  0.14
Si  2.7345  2.7345  3.418  -0.2801  -0.0258  -0.007
Si  8.2035  2.7345  3.418  0.0578  0.0775  0.1341
Si  0  5.469  3.418  0.0301  -0.0742  0.1644
Si  5.469  5.469  3.418  -0.0538  0.2334  -0.2014
Si  2.7345  8.2035  3.418  0.0787  0.0374  0.2373
Si  8.2035  8.2035  3.418  -0.362  -0.1592  -0.3459
Si  1.3403  1.3678  4.8116  0.0003  0.0009  -0.0008
Si  6.7965  1.3866  4.7688  -0.0001  -0.0003  0.0015
Si  4.0438  4.1645  4.7456  0.0006  0.0003  0.0026
Si  9.5641  4.1117  4.8183  -0.0004  -0.0002  0
Si  1.3616  6.8419  4.8002  -0.0007  0.0004  0.0012
Si  6.8129  6.8412  4.795  -0.0009  0  0.0009
Si  4.0789  9.5742  4.8492  -0.0003  0.0004  0.0002
Si  9.5113  9.6235  4.6864  -0.0006  0.0001  0.0016
Si  2.6322  -0.054  6.2365  0.0001  -0.0001  -0.0008
Si  8.1572  -0.0036  6.0942  0.0007  -0.0006  -0.0021
Si  -0.0261  2.7476  6.2208  0.0003  0  -0.0011
Si  5.3451  2.7286  6.0508  -0.0014  0.0025  -0.0023
Si  2.7306  5.5028  6.228  0.0009  -0.001  -0.0017
Si  8.133  5.4274  6.1773  -0.0015  0.0002  -0.002
Si  -0.1252  8.2255  5.9977  0.0006  0.0008  -0.0024
Si  5.4565  8.1954  6.2317  0.0003  -0.0014  -0.0009
Si  3.7839  1.6233  7.4215  -0.0006  0.0015  -0.0005
Si  9.6916  1.121  7.4508  -0.0016  -0.0012  0.0016
Si  1.5979  3.8948  7.5342  0.0013  0.0002  -0.0012
Si  6.5178  4.2034  7.4237  -0.0032  0.0015  -0.0025
Si  4.389  6.5584  7.5905  0.001  -0.0021  -0.0024
Si  9.266  7.1211  7.3586  0.0011  0.0016  0.0012
Si  0.8982  9.739  7.4405  -0.0014  0.0006  -0.0002
Si  7.0771  9.3788  7.494  0.0001  0.0018  -0.0001
O  9.6009  6.8106  25.241  -0.0015  0.001  0.0006
O  4.138  1.3553  25.2385  -0.001  0.0009  -0.0026
O  8.1911  8.2377  7.9666  0.0001  -0.0012  0.0011
O  2.7077  2.7513  7.9978  -0.0002  -0.0007  0.0017
O  6.892  4.1294  25.3678  -0.0005  0.0012  -0.0008
O  1.488  9.4823  25.2989  -0.001  0.0005  -0.0025
O  5.4871  5.3791  7.9304  0.0014  -0.0002  0.0032
O  -0.1167  0.0139  7.9076  0.0011  0.0004  -0.0005
O  6.9656  3.382  8.7868  0.0019  -0.0009  0.001
O  6.548  10.1415  8.8688  0.0002  -0.0001  -0.0001
O  10.144  6.5545  8.6258  0.0001  -0.0003  0.0003
O  1.1239  8.8485  8.808  -0.0003  -0.0007  0.0007
O  4.6046  1.0518  8.7174  0.0008  -0.0005  0.0008
O  1.0375  4.6192  8.9241  -0.0012  0.0006  0.001
O  8.9231  1.5541  8.8508  0.0006  0.001  -0.0003
O  3.9609  7.0343  9.1081  -0.0008  0.0006  0.0005
O  8.0393  8.8421  24.4466  0.0005  -0.0013  0.0022
O  8.7082  2.296  24.806  -0.0006  0.0008  0.0002
O  5.4991  6.2691  24.5178  0.0002  -0.0005  0.0012
O  2.003  2.8115  24.4638  -0.0003  0.0002  0.0014
O  10.7532  0.4448  24.6774  0.0023  -0.0016  0.0019
O  0.193  4.7685  24.3985  0.0001  -0.0003  -0.0011
O  7.2571  11.8799  20.6865  -0.0007  0.0006  -0.0006
O  6.2256  10.7816  24.4521  0.002  -0.0011  -0.0005
Si  9.6712  1.3636  23.9163  0.0007  0.0013  -0.0036
Si  4.6064  6.4364  20.5656  -0.0002  0.0008  0.0007
Si  1.0554  8.8926  10.4357  0.0001  0.0001  -0.0005
Si  17.2754  5.2411  15.8479  -0.0016  -0.0005  -0.0005
Si  7.3175  2.1495  19.5831  -0.0006  0.0003  0.001
Si  19.3084  14.3069  12.607  -0.0013  0.0005  -0.0011
Si  11.0237  4.9662  16.8209  -0.0009  0.0013  0.0027
Si  9.2341  -0.6164  16.4566  -0.0046  -0.0023  0.0019
Si  15.425  10.4982  19.0233  -0.0006  -0.0012  0.0012
Si  12.684  3.0142  18.3002  0.0004  0.0003  0.0018
Si  8.3566  2.934  9.5066  -0.0011  -0.0002  0.0004
Si  2.9789  7.9644  18.4467  0.0034  -0.0014  -0.003
Si  11.5486  1.1009  16.2747  0.0012  -0.0008  0.0006
Si  0.437  13.6421  13.5302  0.0002  0.0011  -0.0022
Si  4.2799  2.4816  20.0279  -0.0006  -0.0002  0.0005
Si  6.1267  2.4476  14.4331  -0.0014  0.0012  -0.0006
As  7.3843  5.7085  18.9209  0.0002  0.001  0.0005
Si  5.2166  10.7695  9.5855  -0.0006  0  -0.0005
Si  15.1657  6.5732  23.543  -0.001  0.0004  -0.0011
Si  17.9306  10.254  20.6721  -0.0012  -0.0007  0.0017
Si  3.0762  4.3278  21.9461  -0.0001  0.0007  -0.0003
Si  11.4613  9.5782  14.8247  0.0075  0.0419  -0.0047
Si  6.5633  11.5976  16.9811  0.0002  -0.0002  -0.0026
Si  5.275  8.2745  13.1018  0.0013  0.0015  -0.003
Si  10.5346  5.2048  9.4348  0.0002  0.0003  0.0003
Si  3.7227  6.9691  15.473  -0.0017  0.0024  0.0057
Si  7.4854  10.1409  23.6211  -0.001  0.0016  -0.0014
Si  -2.1889  8.4728  18.8338  0  -0.0012  0.0019
Si  -0.3844  6.7948  12.06  0.0007  0.0011  -0.0034
Si  1.6191  10.9884  12.3226  -0.0009  0.0006  -0.0008
Si  11.0351  6.6958  19.0414  -0.0014  0  0.0021
Si  3.845  8.1085  10.3201  -0.0014  0.0004  -0.0012
Si  0.8128  3.4983  23.5605  -0.0009  0.0003  -0.0018
Si  10.0687  3.7717  19.1477  0  0.0009  0.0022
Si  4.8527  11.2563  12.549  -0.0011  0.0005  -0.0016
Si  7.8194  6.2833  13.4967  -0.0027  -0.0005  -0.0013
Si  1.3371  5.3919  14.1404  -0.0004  -0.002  -0.0038
O  9.9487  7.7303  19.6596  0.0002  0.0003  -0.0008
O  5.1092  1.7058  13.3816  -0.0004  0.0004  0.0012
O  11.4018  2.8253  19.3384  -0.0008  0.0004  -0.0009
O  7.3878  12.4752  18.0823  -0.0002  -0.0007  -0.0011
O  4.1201  7.9718  14.2343  -0.0037  -0.0003  0.0021
O  4.0301  0.8854  19.8552  -0.0007  0.0018  -0.0018
O  2.3497  8.0425  10.9446  -0.0005  0.0007  0.0005
O  -1.0864  4.0199  17.5072  0.0004  -0.0003  -0.0009
O  7.7345  4.8874  12.6194  -0.0003  0.0002  0.0005
O  9.461  -1.8355  17.5122  0.0012  -0.0029  0.0043
O  5.7851  14.9037  14.9522  -0.0003  0.0002  0.0004
O  5.5109  9.9016  13.2185  -0.0012  0.0003  0.0013
O  10.7241  8.1608  11.1681  -0.0003  0.0007  0.0001
O  17.62  4.9346  17.4261  0.0006  0.0007  0.0002
O  1.3247  10.6689  15.756  0.0023  0.0031  0.0007
O  6.0426  12.5141  15.7823  0.0022  -0.0035  0.0034
O  1.5907  7.3675  19.1252  -0.0011  0.001  -0.0009
O  19.6193  3.1031  19.7717  -0.0003  -0.0003  -0.001
O  7.5273  18.3897  18.4082  -0.0017  -0.001  0.0001
O  12.6252  1.723  17.3161  0.0002  0.001  -0.0009
O  3.2359  11.0759  12.4371  0.0024  0.0011  0.0008
O  3.219  7.6222  24.314  0.0003  -0.0011  -0.0002
O  19.1542  9.6543  19.7945  -0.0012  0.0016  0.0011
O  9.4297  4.0783  9.1108  -0.0007  0.0003  0.0006
O  11.973  9.8289  13.3163  0.0106  0.0134  -0.0324
O  3.8869  2.9516  21.5542  -0.0003  -0.0006  -0.0011
O  4.6828  7.1483  22.0655  0  -0.0005  0.0003
O  1.1647  10.4722  10.8449  -0.0014  0  -0.0024
O  5.1228  6.2979  15.9122  -0.002  0.001  -0.0014
O  18.5705  10.5458  16.3496  -0.0028  0.004  -0.0002
O  -2.7818  2.7615  11.1064  0.0001  -0.0001  -0.0005
O  6.6425  7.3971  13.2873  -0.0007  0.0001  0.0012
O  5.853  2.9064  19.7355  -0.0002  0.0003  -0.0011
O  11.0391  5.1414  15.2217  -0.0001  0.0019  0.0011
O  16.1905  10.8771  17.6249  0.0011  -0.0008  -0.0016
O  10.0965  11.6391  16.9499  0.0026  0.0056  0
O  0.3038  2.1488  15.0623  -0.0009  0.0008  0.0003
O  3.5639  5.0824  23.3184  0.0003  -0.0001  0.001
O  14.0564  -3.2871  16.8479  0.0037  -0.0017  0.0022
O  11.7803  8.0575  15.2645  -0.1011  -0.1244  0.2456
O  5.5372  11.3756  11.0632  0.0003  -0.0002  -0.0007
O  4.0974  -1.3499  9.6748  0.0001  0.0009  0.0004
O  8.6533  11.2316  23.2198  -0.0014  -0.0006  -0.0003
O  4.84  7.8492  11.5776  -0.001  -0.0003  0.0001
O  10.5938  2.4299  23.0699  -0.0004  0.0004  0.0014
O  3.3796  5.3502  20.7093  -0.0005  -0.0002  -0.0001
O  7.6767  5.848  15.0848  0.0009  0.0011  -0.0003
O  -0.4669  5.5307  11.0206  0.0003  -0.0004  0
O  9.8457  9.8801  15.0012  -0.0212  -0.0003  -0.0038
O  0.941  12.4392  12.5653  -0.0012  0.0014  -0.0011
O  6.9499  9.6411  22.172  -0.0006  0.0003  -0.0001
O  1.544  3.9082  13.4705  -0.0004  0.002  0.0006
O  4.2114  7.3417  19.2933  -0.0011  -0.0001  0
O  2.6982  5.8381  14.8962  0.0002  0.0008  -0.0001
O  9.9477  14.2295  13.0044  -0.0015  0.0006  0.0002
O  3.1717  9.5825  18.6989  0.0006  0.0017  -0.0011
O  9.2369  6.9517  13.0264  0.0007  0.0012  0.0013
O  17.0008  5.8066  20.1651  -0.0004  0.0006  -0.0004
O  0.8958  6.4635  13.0083  -0.0003  -0.0009  0.0009
O  10.8001  6.4864  17.4163  0.0033  0.0019  -0.0071
O  16.5251  9.7829  19.9939  0.0007  0.0012  -0.0001
O  1.4918  4.0198  22.1641  -0.0002  -0.0004  0.001
O  10.6075  5.2454  19.7389  -0.0008  0  -0.0001
O  23.3879  4.3808  17.4062  -0.0014  0.0019  -0.0017
O  14.1541  3.1567  18.9703  -0.0006  0.0004  -0.0008
O  7.5922  2.4521  13.7128  0.0002  0.0005  -0.0001
H  11.3256  7.7194  16.0717  0.1068  0.0671  -0.2069

Results
free energy: -139968.982 eV
free energy less fixed offsets of As -4856.12, H -15.97, O -568.88, Si -635.61 eV per atom: 2.828 eV

The program warned: the cutoff lies below the one the program advises for these potential files; the forces do not sum to zero within the program's tolerance; the exchange-correlation potential is rough where the density is thin.
